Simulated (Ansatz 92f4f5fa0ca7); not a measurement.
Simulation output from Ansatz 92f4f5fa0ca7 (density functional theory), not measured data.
Periodic cell of 221 atoms, Si132O88H1, from a study of silicon, its oxide and their interface. The atomic structure is a simulated model.
Doubt: the cutoff is far below the 930 eV that the study's wrapper takes by default for these files, so forces and energies are approximate.
This geometry differs little from another in the collection (a relaxation step or a small displacement).

Settings
functional: PBE
potential files: Ansatz PAW
basis: plane waves
wave-function cutoff: 580 eV
density cutoff ratio: 5
exchange-correlation grid ratio: 1
k mesh: 1 x 1 x 1, Gamma-centred
self-consistency stop: 5e-08 eV per atom in the density residual
occupations: fixed
spin: none
net charge: +1 e, with a uniform compensating background and no finite-size correction

Cell vectors (angstrom)
a	10.938	0	0
b	0	10.938	0
c	0	0	32.2865

Atoms and the computed forces on them: element, x, y, z (angstrom), force x, y, z (eV/angstrom)
Si	-0.2201	0.2409	24.7332	-0.0783	0.0694	-0.1641
Si	5.7211	-0.33	24.7987	0.0655	-0.0928	-0.0661
Si	2.5249	2.8248	24.8093	-0.0941	0.0331	-0.1111
Si	8.4635	2.4801	24.7399	0.1172	-0.0506	-0.1463
Si	0.2005	4.9776	24.6864	0.0219	-0.0599	-0.168
Si	5.2361	5.8096	25.0882	-0.0528	0.1075	-0.1805
Si	2.968	7.9231	24.833	0.0934	-0.0744	-0.0841
Si	7.9737	8.3982	24.8276	-0.0468	0.0337	-0.1589
Si	1.3271	1.335	26.1506	0.0019	0.0168	0.0301
Si	6.8546	1.3274	26.0632	-0.0103	-0.0451	-0.0072
Si	4.0775	4.0564	26.1315	-0.0139	-0.0157	0.0066
Si	9.5672	4.0224	26.1428	0.0153	-0.0264	0.0301
Si	1.2935	6.7382	25.9952	0.0061	-0.0224	-0.0118
Si	6.842	6.9388	26.3022	-0.0062	-0.0096	0.0293
Si	4.1012	9.5289	26.1466	0.0206	-0.024	0.0083
Si	9.5753	9.586	26.0799	-0.0137	0.0107	0.017
Si	2.7366	-0.0122	27.4887	-0.0104	-0.0004	-0.0197
Si	8.2156	-0.0038	27.4944	0.0102	0.0127	-0.0271
Si	0.0053	2.7151	27.5416	-0.0116	-0.0004	-0.0157
Si	5.4924	2.7102	27.4665	-0.0112	0.0181	-0.0027
Si	2.6966	5.4511	27.4782	0.0192	0.0074	-0.0173
Si	8.2222	5.4533	27.5015	-0.0057	0.0333	0.0017
Si	0.0059	8.1788	27.4319	0.0085	0.0074	-0.0188
Si	5.4486	8.256	27.5996	-0.0345	-0.005	-0.0315
Si	4.1018	1.3673	28.8682	0.088	-0.0298	-0.1884
Si	9.5708	1.3673	28.8682	-0.0919	-0.1169	0.2183
Si	1.3673	4.1018	28.8682	-0.0305	0.0373	0.2042
Si	6.8362	4.1018	28.8682	0.0351	-0.1413	-0.1408
Si	4.1018	6.8362	28.8682	-0.3294	-0.1733	0.0734
Si	9.5708	6.8362	28.8682	0.1794	0.0044	-0.1834
Si	1.3673	9.5708	28.8682	-0.0141	-0.2552	-0.2915
Si	6.8362	9.5708	28.8682	0.187	0.4724	0.4785
Si	0	0	30.2355	-0.1087	0.0018	-0.021
Si	5.469	0	30.2355	0.1338	0.015	0.044
Si	2.7345	2.7345	30.2355	-0.0332	0.0932	-0.041
Si	8.2035	2.7345	30.2355	0.0075	-0.045	0.0195
Si	0	5.469	30.2355	0.057	-0.0261	0.0016
Si	5.469	5.469	30.2355	-0.0914	-0.019	-0.0464
Si	2.7345	8.2035	30.2355	-0.0118	-0.0994	0.0043
Si	8.2035	8.2035	30.2355	-0.0459	0.0531	-0.0367
Si	1.3673	1.3673	31.6027	0.0791	-0.0303	-0.0209
Si	6.8362	1.3673	31.6027	-0.0815	0.0546	-0.0017
Si	4.1018	4.1018	31.6027	0.0411	-0.0583	-0.0047
Si	9.5708	4.1018	31.6027	-0.0115	0.0684	-0.0365
Si	1.3673	6.8362	31.6027	-0.0225	0.0368	-0.02
Si	6.8362	6.8362	31.6027	0.0281	-0.0235	-0.0165
Si	4.1018	9.5708	31.6027	-0.0397	0.0029	-0.0356
Si	9.5708	9.5708	31.6027	0.0475	-0.0584	-0.0013
Si	2.7345	0	0.6835	0.0168	-0.0257	0.0102
Si	8.2035	0	0.6835	-0.0336	0.0278	0.005
Si	0	2.7345	0.6835	-0.05	0.0354	0.0048
Si	5.469	2.7345	0.6835	0.0301	0.037	0.0409
Si	2.7345	5.469	0.6835	-0.0275	0.0326	0.0041
Si	8.2035	5.469	0.6835	0.0223	-0.0772	0.0167
Si	0	8.2035	0.6835	0.0295	-0.0475	0.0313
Si	5.469	8.2035	0.6835	-0.0101	0.0177	0.0164
Si	4.1018	1.3673	2.0507	-0.1052	-0.0096	-0.0482
Si	9.5708	1.3673	2.0507	0.0603	-0.0205	0.0758
Si	1.3673	4.1018	2.0507	0.0559	-0.0009	0.0768
Si	6.8362	4.1018	2.0507	-0.0135	0.0854	-0.0805
Si	4.1018	6.8362	2.0507	0.0127	-0.0536	0.0898
Si	9.5708	6.8362	2.0507	-0.0128	0.0581	-0.0495
Si	1.3673	9.5708	2.0507	0.0694	0.0411	-0.0433
Si	6.8362	9.5708	2.0507	0.042	-0.043	0.0664
Si	0	0	3.418	0.0983	0.0292	0.1322
Si	5.469	0	3.418	-0.0803	0.1399	0.4403
Si	2.7345	2.7345	3.418	-0.0955	-0.5377	-0.2185
Si	8.2035	2.7345	3.418	-0.363	0.0694	0.2538
Si	0	5.469	3.418	-0.2248	0.0325	0.162
Si	5.469	5.469	3.418	0.4285	-0.1771	-0.4314
Si	2.7345	8.2035	3.418	-0.1028	0.5799	-0.0379
Si	8.2035	8.2035	3.418	0.346	0.0582	-0.2091
Si	1.3634	1.3649	4.8314	-0.0225	-0.0011	-0.0016
Si	6.8281	1.3706	4.8646	0.0135	-0.0104	0.0053
Si	4.1931	3.9987	4.6902	0.0275	0.0082	0.019
Si	9.5267	4.1132	4.8065	0.0207	-0.0252	0.0031
Si	1.3295	6.9101	4.7501	0.0096	-0.0281	-0.0099
Si	6.8738	6.8271	4.7351	0.0127	-0.0256	0.0376
Si	4.068	9.6162	4.8392	0.0206	0.0013	0.0122
Si	9.5684	9.587	4.8024	0.0118	0.0077	0.0113
Si	2.7229	0.0384	6.348	-0.0074	0.0017	-0.0455
Si	8.2258	0.0125	6.2402	0.0077	-0.0091	-0.0458
Si	-0.072	2.7307	6.169	0.0176	0.0639	-0.0207
Si	5.4384	2.7173	6.2956	-0.0029	0.0081	-0.0419
Si	2.8525	5.4966	5.794	0.0011	0.0238	-0.0162
Si	8.2041	5.5141	6.2081	-0.0105	0.0114	-0.0128
Si	0.0223	8.2747	6.2299	-0.0291	-0.0019	-0.0379
Si	5.5399	8.2253	6.0488	-0.0063	0.0015	-0.0141
Si	3.6505	1.8224	7.6804	-0.0652	0.0797	0.1265
Si	9.8311	1.1012	7.6127	0.0226	-0.1027	0.0914
Si	1.5322	4.1668	7.0876	-0.0154	-0.0306	-0.0044
Si	6.5944	4.3632	7.5172	-0.0919	0.0703	0.0476
Si	4.4099	6.5397	7.1708	0.0014	0.0239	0.147
Si	9.2947	7.2027	7.4949	-0.0807	0.109	0.0548
Si	1.1645	9.788	7.6944	-0.0559	0.0886	0.1261
Si	7.0017	9.3607	7.4889	0.0398	-0.0414	0.1009
O	1.4604	3.9778	24.2955	-0.0105	0.0004	0.0857
O	6.8437	9.4951	24.2745	-0.0039	-0.005	0.105
O	2.5239	3.0079	7.679	0.0595	-0.0339	0.0305
O	8.1243	8.2585	7.992	0.0323	-0.0207	-0.0475
O	5.435	5.4817	7.9733	-0.0149	0.018	-0.1188
O	0.024	-0.0058	8.1659	0.0136	-0.0134	-0.0545
O	4.129	6.8243	24.3526	0.0364	-0.0347	0.1653
O	9.5973	1.3704	24.2008	0.0027	0.0034	0.13
O	1.818	9.1304	9.1136	-0.0268	0.0204	-0.0512
O	1.0932	5.2779	8.2522	-0.0119	-0.0193	0.0683
O	9.0635	1.7047	8.9891	0.0041	0.0195	-0.0028
O	6.2612	9.8952	8.8964	0.053	0.003	-0.0935
O	3.7052	1.6835	9.3811	0.0552	0.0354	-0.0103
O	3.4791	7.3363	8.2443	0.0029	-0.0403	0.1328
O	7.2137	3.6952	8.9283	0.0308	-0.0151	0.0131
O	9.9398	6.7785	8.9772	0.0057	-0.0261	-0.0023
O	2.9866	1.9846	23.4355	0.0056	0.0048	0.0476
O	5.0469	0.2673	23.4061	0.0001	0.0179	0.0204
O	7.901	3.2627	23.3591	-0.0032	-0.0224	0.0667
O	10.3436	5.0511	23.2265	0.0488	0.0124	0.1469
O	8.6788	7.6281	23.5345	-0.0459	0.0207	0.1022
O	2.405	8.6442	23.4607	-0.0148	0.0026	0.0293
O	6.3262	5.2861	23.9728	-0.0485	-0.0061	0.0486
O	0.5147	10.5735	23.3633	-0.026	0.0218	0.0811
Si	2.976	8.0542	9.5851	0.0343	-0.0305	-0.2791
Si	9.9649	0.2333	13.136	-0.0229	-0.0608	-0.0068
Si	14.7561	5.6376	13.378	-0.7421	1.1356	-0.4892
Si	4.4576	1.6591	22.8056	-0.0087	-0.0065	-0.0187
Si	8.5834	2.3519	20.2916	0.0337	-0.017	0.1296
Si	10.1954	4.9478	21.6063	0.0607	0.0086	-0.0484
Si	1.2203	9.322	22.5812	-0.0076	-0.0003	0.0661
Si	13.1072	4.5791	20.2457	-0.0048	0.0358	0.1392
Si	1.9728	5.3777	11.0382	-0.0765	0.0682	-0.35
Si	-2.0091	10.1423	20.19	0.0294	-0.0149	0.1003
Si	4.4568	6.633	16.0369	0.0376	0.3422	0.3506
Si	7.4464	9.4036	12.7572	0.0674	0.0191	-0.0999
Si	5.6664	9.577	10.3654	0.0467	-0.0343	-0.0841
Si	5.3929	2.9823	12.721	0.5039	-0.8591	-0.9996
Si	3.1224	12.5482	16.0255	-0.3697	-0.2932	0.2678
Si	2.6774	9.3781	19.8275	0.0152	-0.0691	0.0785
Si	5.2896	3.8448	15.4971	0.4602	-0.227	1.2425
Si	3.3073	2.6311	10.6536	-0.183	-0.1355	-0.2605
Si	4.9486	11.0011	12.7488	-0.0056	-0.3072	-0.1421
Si	6.4957	4.0212	22.9948	0.0084	0.0285	-0.0513
Si	13.125	0.7229	13.0569	-0.1219	-0.1519	-0.0627
Si	8.6845	3.2251	9.4643	0.0132	0.0043	-0.1747
Si	9.6199	14.023	17.4724	0.0391	-0.1119	0.2542
Si	12.2538	2.4661	18.4089	-0.0494	-0.0013	0.2981
Si	8.2223	4.5333	15.2313	0.3389	0.1396	0.1155
Si	4.6792	-0.0781	18.0583	0.04	-0.0339	0.2797
Si	5.0092	4.8286	20.4804	-0.0885	0.0356	0.0735
Si	7.2776	7.6049	15.3082	0.0723	0.1569	0.1097
Si	14.559	6.7075	18.9224	-0.0394	-0.0385	0.3617
Si	9.4359	7.8014	22.0975	-0.0342	0.0345	-0.0329
Si	18.2978	9.7166	17.4766	0.029	0.0941	0.2346
Si	10.7553	5.409	9.2559	-0.0183	-0.0067	-0.0708
Si	5.5294	13.026	19.9969	0.02	0.0241	0.0608
Si	0.4065	-0.565	18.4712	-0.0167	-0.0204	0.1584
Si	9.5688	11.2205	16.211	0.0048	-0.0387	0.1404
Si	8.6009	3.0944	12.5984	0.2724	-0.0739	-0.0704
O	6.9826	13.8755	12.6542	-0.5072	0.2029	0.1767
O	7.0034	-8.7002	20.6875	-0.0107	-0.0021	-0.0242
O	11.7274	0.983	18.8191	0.0172	0.0206	-0.0893
O	4.7926	4.213	13.8335	0.1177	-0.1629	-0.0403
O	2.119	2.4252	16.9991	0.1299	-0.0076	-0.2061
O	9.7905	10.7844	14.6872	0.0061	0.0021	-0.0405
O	5.5298	1.1852	18.6427	-0.0257	-0.0017	-0.0922
O	3.3868	10.5016	12.9766	0.0607	0.076	0.028
O	2.5244	4.0197	10.2915	0.046	0.0654	0.1682
O	0.3481	5.3484	10.8153	0.0306	-0.0192	0.0475
O	5.0997	3.5613	19.4539	0.0283	-0.0275	-0.0369
O	9.4105	3.5829	21.0315	-0.0243	-0.0086	-0.0138
O	15.6666	6.4871	12.3299	1.9641	0.3683	1.0691
O	1.705	9.4202	18.5081	0.0108	0.0148	-0.0681
O	0.0808	8.1907	22.2736	0.0437	-0.0035	-0.0053
O	13.3856	5.5671	18.9493	0.0376	0.0326	-0.1109
O	16.6753	-1.1468	17.4343	-0.0126	-0.0198	-0.1169
O	10.6168	10.2865	17.0287	-0.0183	0.0262	-0.099
O	4.5133	1.5658	21.1696	-0.0321	-0.0117	0.0373
O	2.4593	5.2107	12.6167	0.2472	-0.1596	0.2863
O	6.2514	4.7353	21.5227	0.0572	-0.052	0.0433
O	8.6556	9.0696	21.3823	0.0127	-0.0147	-0.0136
O	8.0262	10.968	16.665	-0.007	0.0012	-0.0889
O	3.1916	7.8562	19.9786	0.0083	0.0281	-0.0941
O	15.9896	6.1469	19.5108	-0.0309	0.0019	-0.1072
O	4.9318	12.5159	13.3643	-0.0194	0.5048	0.1574
O	8.8653	10.1748	12.3901	-0.0456	-0.0062	0.0423
O	8.9509	4.151	13.8082	-0.0698	0.0018	0.0197
O	6.2096	10.2528	13.4829	-0.0531	0.0808	0.0026
O	7.7413	8.2463	13.8745	-0.0366	-0.0378	0.0319
O	7.8142	8.3576	16.6573	-0.0358	-0.0861	-0.1489
O	4.2593	8.7649	10.3119	-0.0327	-0.0272	0.0503
O	4.7203	3.229	11.2899	0.1252	0.1713	0.5479
O	5.3219	10.9876	11.155	-0.0266	0.1033	0.1241
O	4.4573	13.4876	15.8955	0.188	0.3919	-0.3937
O	3.9372	10.3043	19.3905	-0.0049	0.0159	-0.0882
O	6.8833	3.5716	15.4053	-0.5243	0.0192	-0.2313
O	13.0847	3.0425	19.6757	0.0039	-0.0295	-0.1142
O	0.6511	11.0854	12.8046	0.0709	0.0398	0.0389
O	-1.5288	6.3699	21.2474	-0.0082	-0.0066	0.0223
O	5.6382	7.5501	15.3962	-0.0925	-0.1196	-0.0607
O	5.0133	5.134	16.4265	-0.0099	-0.2458	-0.4176
O	3.7974	7.2521	17.3782	0.0495	-0.0592	-0.2802
O	0.0824	3.5071	18.1725	-0.0122	0.0071	-0.1314
O	11.7109	4.9434	20.9728	-0.0214	0.0075	-0.0251
O	7.8206	6.0895	15.2266	-0.0372	-0.0985	-0.064
O	5.3427	2.9294	23.2954	0.0048	0.0153	0.0234
O	12.8846	9.8582	21.1982	-0.0096	0.01	-0.0035
O	9.064	11.7363	20.6029	-0.0154	0.0087	-0.0684
O	2.483	1.807	11.8395	0.1029	0.0971	0.0238
O	2.3407	1.3348	14.5997	0.0958	0.0973	0.0162
O	9.1157	4.3305	16.5658	-0.1218	0.042	-0.1946
O	3.6469	0.2831	16.8273	-0.0131	0.103	-0.1909
O	9.4599	12.6891	12.8658	-0.0961	0.1235	0.0059
O	10.3848	-1.1891	19.6053	-0.0097	0.016	-0.0708
O	7.8088	9.8209	19.036	-0.0263	-0.0202	-0.1217
O	14.4462	15.6944	21.2052	0.024	-0.01	-0.0678
O	6.7882	-2.1153	11.355	-0.042	-0.0056	0.0628
O	14.3539	6.3559	14.7872	0.1606	-0.3632	-0.2262
O	2.4394	6.8719	10.5823	0.0125	-0.0947	0.0749
O	9.8144	4.1716	8.7976	0.0137	0.0122	0.0556
O	8.8681	3.5194	11.0644	-0.0794	-0.0188	0.1079
O	9.8793	1.8591	16.4235	-0.0235	0.0337	-0.0871
O	8.6066	2.6461	18.6684	0.0006	0.0231	-0.1279
H	16.565	6.8783	12.6282	-1.8856	-0.7498	-0.6938

Results
free energy: -133980.158 eV
free energy less fixed offsets of H -15.97, O -568.88, Si -635.61 eV per atom: -2.228 eV

The program warned: the cutoff lies below the one the program advises for these potential files; the forces do not sum to zero within the program's tolerance; the exchange-correlation potential is rough where the density is thin.
